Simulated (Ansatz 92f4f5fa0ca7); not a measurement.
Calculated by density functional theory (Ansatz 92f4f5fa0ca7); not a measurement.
Periodic cell of 406 atoms, Si266O140, from a study of silicon, its oxide and their interface. The atomic structure is a simulated model.
Doubt: the cutoff is far below the 930 eV that the study's wrapper takes by default for these files, so forces and energies are approximate.
This geometry differs little from another in the collection (a relaxation step or a small displacement).

Settings
functional: PBE
potential files: Ansatz PAW
basis: plane waves
wave-function cutoff: 580 eV
density cutoff ratio: 5
exchange-correlation grid ratio: 1
k mesh: 1 x 1 x 1, Gamma-centred
self-consistency stop: 5e-08 eV per atom in the density residual
occupations: fixed
spin: none
net charge: 0

Cell vectors (angstrom)
a	15.4687	0	0
b	0	12.8259	0
c	0	0	36.3362

Atoms and the computed forces on them: element, x, y, z (angstrom), force x, y, z (eV/angstrom)
Si	0.032	1.137	33.693	-0.003	0.004	0.003
Si	3.878	1.186	33.606	0	-0.003	0
Si	7.678	1.151	33.631	0.005	-0.002	-0.002
Si	11.457	1.13	33.666	0.009	-0.008	0.001
Si	1.965	7.578	33.638	0	0.002	0.001
Si	5.734	7.559	33.654	0.003	-0.001	0
Si	9.631	7.594	33.602	0	-0.001	0
Si	13.485	7.578	33.66	0.006	0	0
Si	1.934	5.247	34.069	0.017	0.094	0.188
Si	5.801	5.247	34.069	-0.04	-0.125	-0.72
Si	9.668	5.247	34.069	-0.227	0.006	-0.086
Si	13.535	5.247	34.069	-0.087	-0.224	-0.147
Si	0	11.66	34.069	0.086	0.138	0.618
Si	3.867	11.66	34.069	0.054	0.159	0.427
Si	7.734	11.66	34.069	-0.514	0.075	0.187
Si	11.602	11.66	34.069	-0.236	0.16	0.416
Si	0	4.664	35.306	0.021	0.052	-0.012
Si	3.867	4.664	35.306	0.045	-0.124	-0.1
Si	7.734	4.664	35.306	0.037	0.04	-0.024
Si	11.602	4.664	35.306	0.067	-0.022	-0.035
Si	1.934	11.077	35.306	0.005	0.03	0.021
Si	5.801	11.077	35.306	0.029	0.068	0.102
Si	9.668	11.077	35.306	0.065	-0.171	-0.132
Si	13.535	11.077	35.306	0.022	0.116	-0.014
Si	0	2.332	35.718	0.042	0.035	0.101
Si	3.867	2.332	35.718	-0.018	-0.065	-0.219
Si	7.734	2.332	35.718	-0.001	-0.034	-0.22
Si	11.602	2.332	35.718	-0.28	0.004	-0.108
Si	1.934	8.745	35.718	0.187	0.003	-0.059
Si	5.801	8.745	35.718	-0.162	0.015	-0.073
Si	9.668	8.745	35.718	-0.046	-0.093	-0.202
Si	13.535	8.745	35.718	-0.187	-0.064	0.074
Si	1.934	1.749	0.619	0.08	0.036	-0.036
Si	5.801	1.749	0.619	0.028	-0.05	-0.046
Si	9.668	1.749	0.619	0.022	0.042	-0.004
Si	13.535	1.749	0.619	0.073	-0.074	-0.08
Si	0	8.162	0.619	0.023	-0.059	-0.067
Si	3.867	8.162	0.619	0.034	-0.014	0.017
Si	7.734	8.162	0.619	-0.016	-0.061	-0.072
Si	11.602	8.162	0.619	0.037	0.057	0.021
Si	0	5.83	1.031	-0.019	-0.012	0.029
Si	3.867	5.83	1.031	0.011	0.032	0.019
Si	7.734	5.83	1.031	-0.066	-0.004	0.016
Si	11.602	5.83	1.031	-0.049	0.031	0.028
Si	1.934	12.243	1.031	-0.05	0.01	0.062
Si	5.801	12.243	1.031	0.007	-0.034	0.005
Si	9.668	12.243	1.031	-0.011	0.077	0.057
Si	13.535	12.243	1.031	-0.004	-0.07	-0.023
Si	1.934	5.247	2.268	0.119	-0.014	-0.287
Si	5.801	5.247	2.268	0.1	0.077	0.414
Si	9.668	5.247	2.268	-0.018	-0.058	-0.297
Si	13.535	5.247	2.268	0.093	-0.055	0.141
Si	0	11.66	2.268	-0.102	0.047	-0.144
Si	3.867	11.66	2.268	0.068	0.046	0.228
Si	7.734	11.66	2.268	-0.156	0.011	0.037
Si	11.602	11.66	2.268	0.01	0.019	0.052
Si	1.934	2.915	2.68	-0.041	-0.149	-0.019
Si	5.801	2.915	2.68	-0.019	0.102	0.053
Si	9.668	2.915	2.68	-0.041	-0.132	-0.018
Si	13.535	2.915	2.68	-0.047	0.017	-0.045
Si	0	9.328	2.68	-0.052	0.107	0.143
Si	3.867	9.328	2.68	-0.092	0.139	0.081
Si	7.734	9.328	2.68	-0.001	0.01	-0.017
Si	11.602	9.328	2.68	-0.059	-0.007	-0.019
Si	2.879	3.46	28.607	-0.01	-0.008	0.016
Si	-0.769	-4.151	26.981	0.005	0.003	0
Si	7.035	-5.461	26.101	0.004	-0.005	0.001
Si	16.292	-2.382	27.216	0.009	-0.012	0.006
Si	2.286	9.803	28.982	0.007	-0.002	0.003
Si	7.661	1.162	28.712	-0.004	-0.002	-0.001
Si	12.265	10.691	23.336	0.006	0.004	-0.001
Si	20.881	2.15	24.513	0.004	0.001	0.001
Si	4.721	6.653	24.268	0.012	0.004	-0.004
Si	11.568	0.783	29.171	0.003	-0.008	0.013
Si	16.127	6.669	27.197	-0.005	0.001	0.024
Si	15.392	4.132	30.839	0.012	0.022	0.017
Si	2.495	5.545	26.186	-0.006	-0.01	0.012
Si	7.564	11.619	22.464	0.003	-0.002	0.001
Si	14.569	4.892	27.618	-0.03	0.011	0.01
Si	17.34	11.042	30.912	-0.001	0.001	0.007
Si	-5.957	8.898	29.528	0.002	-0.006	0
Si	8.023	-2.5	25.166	0.001	-0.002	-0.001
Si	9.066	4.95	26.456	0.015	0.003	0.002
Si	9.471	0.334	30.156	0.01	0.002	0
Si	-1.964	11.05	30.749	-0.004	0.006	0.024
Si	5.7	7.912	28.931	0.002	-0.002	0.004
Si	4.371	12.037	27.378	0.006	-0.007	0.002
Si	20.301	12.821	22.237	-0.001	-0.001	0.001
Si	2.407	3.062	24.592	0.012	-0.008	-0.005
Si	3.743	1.077	28.911	0.005	0.002	0.004
Si	11.85	0.772	24.484	0.005	0.007	-0.008
Si	11.955	4.782	27.548	0	0.003	-0.001
Si	0.428	3.195	28.714	0.02	-0.006	-0.008
Si	3.19	10.551	21.552	0	-0.004	0.003
Si	4.409	8.716	19.775	0.003	0	0.002
Si	17.24	7.52	29.157	-0.01	0.005	-0.006
Si	-1.751	-3.662	29.235	-0.015	-0.036	-0.007
Si	1.899	0.5	30.326	-0.003	-0.003	-0.003
Si	11.675	-4.688	30.048	0.02	0.027	0
Si	13.505	0.567	30.479	-0.001	0	-0.019
Si	-0.206	7.782	30.33	0.006	-0.021	-0.003
Si	3.827	6.902	30.162	0.005	-0.001	0.005
Si	7.729	7.348	30.221	-0.005	0.001	0.001
Si	11.935	5.966	29.567	-0.002	-0.046	-0.049
Si	-1.224	5.823	29.75	0.039	0.021	-0.044
Si	3.777	4.556	30.612	0.007	0.001	0.001
Si	7.847	4.834	30.486	-0.003	-0.002	-0.001
Si	11.504	4.144	30.89	0.006	-0.007	0.03
Si	-0.089	13.768	29.096	-0.003	-0.003	0.012
Si	5.633	11.239	30.741	0.003	-0.005	0.003
Si	9.491	10.893	30.845	-0.002	0.007	0.01
Si	20.171	10.151	28.817	-0.01	0.008	-0.003
Si	1.93	4.091	32.036	-0.01	-0.003	0.001
Si	5.839	4.163	31.816	-0.004	0.003	0
Si	9.504	4.038	32.026	0.011	-0.002	-0.007
Si	13.475	3.817	32.151	-0.018	-0.038	0.017
Si	-0.089	10.514	32.077	0.004	0.003	0.006
Si	3.826	10.509	32.066	-0.004	0.002	0.009
Si	7.538	10.502	32.039	0.001	-0.003	0.001
Si	11.532	10.569	32.029	0.002	-0.003	0.006
Si	1.921	1.74	32.379	0.003	0	0.005
Si	5.805	1.827	32.329	0	-0.002	0.006
Si	9.535	1.637	32.273	-0.002	-0.006	0.005
Si	13.479	1.577	32.607	-0.011	0.018	0.022
Si	-0.027	8.227	32.573	-0.002	0.003	0.006
Si	3.861	8.124	32.294	0.005	0.003	0.002
Si	7.632	8.176	32.433	-0.006	0.004	0.008
Si	11.589	8.258	32.412	-0.004	0.006	0.005
Si	0	2.332	3.917	0.16	-0.034	-0.183
Si	3.867	2.332	3.917	0.229	0.018	0.332
Si	7.734	2.332	3.917	0.008	0.063	0.278
Si	11.602	2.332	3.917	0.119	-0.219	-0.362
Si	1.934	8.745	3.917	0.423	0.537	0.37
Si	5.801	8.745	3.917	0.231	0.06	0.242
Si	9.668	8.745	3.917	-0.023	-0.076	-0.625
Si	13.535	8.745	3.917	-0.128	-0.318	-0.666
Si	2.052	6.441	4.274	-0.004	0	0.001
Si	5.874	6.434	4.393	-0.001	0.001	0.001
Si	9.695	6.412	4.287	0.002	-0.002	-0.003
Si	13.591	6.454	4.324	-0.001	0	0
Si	-0.059	12.805	4.325	0.001	-0.003	-0.006
Si	3.863	12.823	4.374	-0.001	0.001	0.002
Si	7.661	12.823	4.342	0.007	-0.002	0.003
Si	11.58	12.81	4.355	0.001	0.004	0
Si	0.137	5.992	5.5	0	-0.003	-0.003
Si	3.922	5.862	5.607	0.003	0	-0.001
Si	7.847	5.85	5.638	-0.002	-0.001	-0.002
Si	11.629	5.886	5.514	0.002	0	-0.007
Si	1.867	12.318	5.558	0	0.001	-0.005
Si	5.777	12.187	5.685	0.001	0.002	0
Si	9.601	12.27	5.536	-0.009	0	-0.004
Si	13.505	12.049	5.542	0.002	0.005	-0.001
Si	0.191	3.715	5.809	-0.001	0	-0.002
Si	3.986	3.537	6.001	-0.001	0.002	0.003
Si	7.832	3.507	6.018	0.004	-0.002	0.002
Si	11.681	3.562	5.873	0.004	-0.006	0.002
Si	2.002	9.989	6.069	0.003	-0.001	0.007
Si	5.868	9.795	6.076	0.004	-0.002	0.002
Si	9.67	9.932	5.889	0.001	-0.003	-0.001
Si	13.559	9.73	5.98	0.001	0	0
Si	2.012	3.195	7.231	-0.001	0	-0.003
Si	3.989	5.556	9.636	0.001	0.004	-0.001
Si	9.853	3.024	7.204	-0.005	0.002	0.001
Si	14.649	1.446	8.149	0.013	-0.004	-0.012
Si	0.069	9.239	7.22	0.001	0	0
Si	7.857	13.061	8.953	0	0	0.001
Si	15.149	12.128	12.255	0.004	0.004	0.024
Si	11.037	7.009	7.524	0.004	-0.007	0.006
Si	-5.952	9.86	18.324	0.002	-0.002	0.002
Si	6.131	4.247	9.381	-0.001	0.002	0
Si	8.608	6.92	7.668	-0.001	-0.006	0.003
Si	17.455	2.032	10.716	-0.019	0.045	0.05
Si	1.37	13.778	7.379	-0.017	-0.002	0.009
Si	2.099	12.926	9.352	-0.026	-0.036	0.009
Si	4.4	12.54	9.448	-0.001	0.022	0.016
Si	14.694	10.541	8.99	-0.004	0.004	-0.011
Si	1.983	4.171	9.49	-0.001	0.002	0.022
Si	4.492	10.201	9.529	0.006	-0.002	-0.008
Si	7.913	9.268	7.28	-0.001	0.004	-0.007
Si	11.529	9.328	7.16	-0.005	0.004	-0.01
Si	3.125	12.097	16.155	0	0.006	-0.003
Si	0.686	15.29	13.773	0.001	0.009	0.16
Si	6.752	15.37	10.972	-0.008	-0.002	-0.001
Si	13.471	7.163	10.563	0	0.002	0.019
Si	-4.089	1.8	15.532	0.001	0	0.001
Si	4.077	1.01	11.437	0.001	0.002	-0.001
Si	11.884	5.724	9.338	0.003	0	0
Si	10.251	3.922	9.407	0.002	-0.002	0.006
Si	0.949	11.191	10.498	0.016	0.017	-0.011
Si	11.473	12.777	8.834	-0.007	0.011	-0.002
Si	9.125	9.261	15.42	0.003	-0.003	0
Si	11.548	14.702	10.31	0.001	0.003	0.003
Si	3.328	6.937	7.664	0	0	0.002
Si	0.059	5.854	9.457	-0.014	-0.008	-0.01
Si	14.967	6.29	15.444	0.012	0.001	0.005
Si	9.497	4.323	15.623	0.002	0.001	0.001
Si	0.841	7.006	7.563	-0.003	0.001	0.001
Si	10.975	10.482	9.153	-0.011	-0.008	0.009
Si	12.915	9.545	10.224	0.005	0.003	0.01
Si	18.207	9.697	10.996	-0.017	0.009	0.023
Si	-7.127	6.518	11.653	0.01	-0.004	0.003
Si	5.907	2.975	7.324	0	0.004	0
Si	9.705	0.699	7.534	0.006	-0.005	-0.003
Si	18.875	0.815	14.324	0.009	-0.002	0.004
Si	3.944	9.253	7.364	-0.004	-0.007	-0.008
Si	6.529	10.651	15.111	0	0	0.002
Si	14.189	10.643	17.562	0.001	0	-0.003
Si	17.923	9.212	15.558	0	-0.005	0.001
O	34.778	13.009	12.862	0.006	0.004	0.001
O	24.757	4.95	17.136	0.002	-0.003	-0.001
O	5.969	-7.57	20.858	0.002	-0.002	0.003
O	17.21	-17.376	23.538	0.001	-0.002	0
O	3.375	-15.193	16.102	0.002	0	0.001
O	15.06	0.198	25.821	0.001	0.003	-0.001
O	-5.178	0.9	21.664	0.002	0	-0.004
O	-15.751	-18.968	23.481	0.003	0.001	0
O	4.409	14.882	14.677	-0.008	-0.008	-0.002
O	12.058	16.269	22.028	0.006	0.002	-0.014
O	21.12	4.236	13.95	0.004	-0.001	-0.002
O	26.482	0.73	14.374	0.003	0.006	0.007
O	51.791	1.971	11.665	0.003	-0.005	-0.004
O	20.157	20.573	12.394	-0.003	0.003	0.001
O	19.3	-5.289	20.766	-0.002	-0.002	0
O	11.624	5.262	20.075	0.005	-0.018	0.005
O	-5.923	10.242	14.16	0	0	0.001
O	21.678	14.224	25.739	0.001	0.005	-0.005
O	-11.464	15.712	24.925	0.006	-0.001	0.003
O	21.714	19.478	24.853	-0.006	-0.003	0
O	24.864	-13.232	12.6	-0.003	-0.003	0.001
O	27.646	-2.959	24.731	-0.002	0.007	-0.003
O	11.511	10.88	27.354	0	0.002	0.004
O	24.252	-1.515	18.327	0.002	-0.001	0.003
O	15.077	11.414	21.014	0.006	-0.001	-0.004
O	23.488	-14.209	20.891	0.002	0	0
O	20.973	-2.974	14.115	0.002	0.001	0.001
O	-1.674	13.882	18.445	0.009	0.024	0.003
O	28.791	16.107	19.784	0.03	-0.033	-0.054
O	22.723	3.611	17.845	0.003	0.001	0.003
O	16.849	19.476	21.396	0.006	-0.002	0.002
O	8.468	8.708	18.759	0.002	0	0.001
O	35.437	10.083	20.654	0.002	0	0.002
O	15.813	2.641	19.137	-0.029	0.005	-0.004
O	12.078	-13.369	23.543	0.003	-0.003	0.007
O	21.414	-1.156	22.463	0	-0.001	0.002
O	10.658	2.782	19.826	0.002	-0.005	0.004
O	-6.81	4.251	25.026	-0.002	-0.001	0.001
O	7.362	21.738	25.662	0.004	0.007	0.003
O	11.376	13.092	19.386	-0.004	0.005	0.002
Si	8.547	-2.187	9.141	0.002	-0.006	0.008
Si	13.72	-9.632	6.938	0.001	0.001	0.011
Si	25.965	-3.109	26.802	0.002	-0.002	-0.003
Si	12.721	-4.312	25.516	0.003	-0.01	0.001
Si	17.465	7.914	18.226	-0.001	0	0
Si	27.923	-6.212	20.467	0.002	-0.001	0.003
Si	13.88	15.335	10.148	0.002	-0.004	0.007
Si	26.368	0.189	12.852	0.003	0.001	0.001
Si	13.246	16.103	23.142	-0.001	0	0.004
Si	13.235	-4.855	13.57	0.001	-0.001	0.001
Si	15.929	-1.495	15.24	-0.001	-0.001	0.001
Si	22.656	4.309	13.432	-0.001	-0.003	0
Si	23.743	-7.45	9.557	-0.002	0.003	0.001
Si	8.645	3.522	28.5	-0.002	-0.001	0.003
Si	10.309	6.807	14.036	0.003	-0.002	-0.003
Si	14.39	-2.79	21.509	0.002	-0.002	0.002
Si	19.779	-3.798	13.371	0.003	-0.001	0.005
Si	-0.658	-13.342	27.329	-0.001	0.004	0.006
Si	0.848	0.603	24.883	-0.003	-0.005	-0.001
Si	20.145	17.583	21.701	0.003	-0.003	0
Si	18.146	6.405	20.45	0	0.001	0.007
Si	27.887	0.233	18.134	-0.006	-0.008	-0.005
Si	16.141	-5.235	22.518	-0.001	0	0.001
Si	17.503	-7.642	13.966	0.004	-0.001	0.015
Si	7.564	5.555	21.051	0.003	-0.002	0.001
Si	29.082	-6.584	23.467	0	-0.003	0
Si	13.776	4.493	8.848	0.019	0.004	-0.008
Si	7.933	3.879	23.625	0.001	0.002	0.002
Si	21.091	-12.991	17.451	-0.001	0	0.001
Si	13.543	12.331	7.87	0.014	-0.004	0.007
Si	14.524	7.701	18.211	0	0	0.006
Si	14.008	-9.396	15.672	0.048	-0.114	0.013
Si	3.143	-16.514	23.483	0	-0.003	-0.001
Si	8.092	4.929	18.262	0.002	0	0.001
Si	12.348	-0.519	27.374	0.003	0.004	0.01
Si	11.89	-9.137	20.42	0.018	0.004	-0.003
Si	19.854	-10.604	20.39	0.003	0	0.002
Si	16.081	2.113	22.39	0.001	0	-0.001
Si	24.015	-1.615	13.264	0.003	-0.001	-0.003
Si	22.794	-17.986	19.202	0.004	-0.002	0.001
Si	11.591	-3.401	20.672	0.002	-0.002	0
Si	5.754	0.776	30.199	-0.004	0.001	-0.005
Si	-5.23	1.211	20.067	0.005	-0.001	0.001
Si	6.523	0.051	26.675	-0.01	-0.001	0.014
Si	13.179	-14.886	12.239	-0.004	-0.007	-0.019
Si	9.371	1.259	22.956	0	0	0.002
Si	20.033	16.468	15.004	-0.003	0.001	0.001
Si	16.724	-11.098	20.16	0.002	0.003	-0.003
Si	14.26	2.609	18.65	-0.036	0.06	-0.016
Si	3.475	-5.93	11.606	0.005	-0.013	-0.009
Si	15.33	-11.185	11.791	0.024	-0.02	-0.083
Si	0.738	-1.333	19.85	-0.001	-0.006	0.008
Si	7.961	12.193	19.418	-0.001	-0.002	0
Si	5.845	0.594	7.76	0.001	-0.008	-0.005
Si	18.113	-1.655	25.846	0.003	0.001	0.014
Si	5.853	2.846	17.622	0	0	-0.002
Si	26.517	-9.801	28.853	-0.002	0.018	-0.008
Si	22.88	-3.302	10.801	0.01	0.008	-0.002
O	-20.49	-20.309	14.758	-0.002	-0.001	0.002
O	10.726	5.127	26.439	-0.017	0.001	0.006
O	20.475	0.776	20.819	0.001	0.001	0.003
O	21.316	-16.105	10.278	-0.019	0.005	-0.004
O	18.865	-2.754	12.487	-0.001	-0.001	-0.008
O	4.734	-22.518	21.706	0.001	-0.001	0.001
O	32.869	4.556	25.005	-0.004	0.017	0.001
O	25.755	1.207	24.297	0.003	-0.006	0
O	30.766	-10.252	15.17	-0.083	0.084	-0.098
O	11.361	7.807	20.676	0	0	0.001
O	34.157	17.37	14.878	0.001	0.003	-0.005
O	20.572	-10.066	19.053	0.001	-0.001	0.005
O	14.711	-9.804	22.462	0.002	0.001	0.007
O	0.2	12.091	13.84	0.003	-0.001	-0.003
O	12.831	14.856	24.111	-0.006	-0.009	0.003
O	11.749	20.366	14.051	-0.011	-0.003	0.001
O	27.394	11.782	12.579	0.002	-0.001	0
O	32.409	12.2	16.218	0	-0.002	0
O	25.47	9.559	16.783	0	-0.001	0.002
O	-4.317	-11.362	11.872	0.002	0	0.004
O	4.577	-20.206	23.169	0	0	0.003
O	12.676	41.164	15.104	0.119	0.052	0.054
O	2.032	-0.51	24.839	0.003	0.008	-0.008
O	25.078	23.133	25.561	0.001	-0.001	0.005
O	15.525	-1.901	18.481	0	0.001	0.004
O	14.535	-14.548	16.036	0.003	-0.001	0.001
O	4.923	-11.833	23.492	0	-0.004	0
O	-2.665	7.243	24.478	0	0.002	0.003
O	21.586	-11.488	17.037	0.001	-0.003	0.003
O	26.193	-2.854	19.419	-0.001	0	0
O	28.773	-3.229	13.412	0.004	0	0.011
O	29.038	6.972	19.322	0.004	0	-0.001
O	44.996	-7.863	15.127	-0.003	-0.032	0
O	16.997	1.983	25.465	-0.006	-0.003	0.019
O	25.247	-6.14	12.478	0.001	0	0.004
O	14.865	6.609	17.044	0.002	-0.005	-0.004
O	13.369	4.7	23.965	0.003	0.002	-0.001
O	32.885	-17.554	16.628	0.001	0	0.002
O	21.514	20.176	27.402	-0.003	0.001	0.003
O	13.593	7.128	12.212	0.003	-0.005	-0.01
O	19.428	-0.185	17.498	0.002	-0.001	0.003
O	37.374	-9.535	23.94	0.001	-0.002	0.003
O	14.342	7.571	14.676	-0.002	0.002	0.002
O	-12.227	-3.93	18.643	0.001	-0.001	0.002
O	18.824	8.363	14.518	0.001	-0.003	0
O	-22.799	25.856	23.05	0.003	0.001	0.003
O	31.435	-4.632	18.834	0.001	-0.001	0
O	11.408	-4.465	26.517	-0.001	0.004	0
O	16.597	9.877	14.882	0.001	0	0.002
O	38.89	17.981	22.585	0.001	-0.001	0
O	32.901	10.592	20.454	-0.001	0.001	0
O	7.305	-6.449	18.176	0.001	0	0.002
O	-29	1.509	14.186	-0.058	0.029	-0.008
O	12.046	13.211	26.034	0	0	-0.007
O	8.439	4.777	19.879	0.002	-0.002	0.002
O	27.134	-11.923	16.86	0.003	0	0.003
O	33.58	-19.627	12.715	0	0.005	0.001
O	9.381	-29.191	27.913	0	0	0.001
O	18.755	-15.635	24.866	0.004	-0.008	-0.005
O	33.353	-30.426	11.015	0	-0.003	0
O	-7.493	-15.214	23.517	0	0.001	0
O	5.859	-17.273	19.142	0	0	0.003
O	7.562	-9.638	12.276	0	0.001	0.006
O	31.269	-12.025	23.346	-0.003	-0.001	-0.001
O	5.899	-14.121	16.312	0.001	0	0.001
O	8.365	-6.367	26.453	-0.002	0	0.002
O	21.9	12.298	18.832	0.002	0	0.001
O	11.265	22.958	22.135	0.002	-0.001	0.003
O	7.698	10.399	12.151	0.004	0	0.003
O	7.762	-4.84	11.235	-0.001	-0.004	-0.002
O	31.967	-19.605	14.926	-0.002	-0.002	-0.002
O	23.59	-8.695	14.759	0.003	-0.001	-0.002
O	7.344	18.611	12.74	0.003	-0.001	0
O	44.133	-3.135	20.443	0	0	0.001
O	24.766	-5.112	14.948	0	0.003	0.002
O	8.729	13.657	19.523	0.002	0	0.003
O	22.857	-13.885	14.272	-0.001	0.001	0.001
O	7.537	9.525	15.746	0.001	0	0.002
O	18.626	4.562	27.366	0	0.013	-0.01
O	18.859	-0.762	22.157	0.001	0.001	0.003
O	32.141	-12.637	19.63	-0.001	-0.002	0.002
O	-1.423	-9.352	17.297	0.01	-0.068	-0.04
O	7.661	1.333	10.258	-0.001	-0.002	0.003
O	-1.654	23.22	22.966	-0.005	-0.002	0.002
O	18.784	-7.839	20.835	0	0.003	0
O	24.233	2.748	22.808	0.005	-0.006	0.003
O	16.645	-21.688	13.309	-0.015	-0.028	0.006
O	-2.305	32.036	21.913	0.001	0	0.002
O	-1.66	21.876	17.614	0.001	-0.002	0.001
O	33.742	2.186	20.054	-0.005	-0.001	0.003
O	20.472	-21.908	16.568	0.001	0.001	0.004
O	28.333	-1.318	17.956	-0.002	0.004	0.003
O	23.174	-5.667	20.727	0.003	0.001	0.002
O	-11.065	-17.567	23.547	0.001	-0.003	0.003
O	17.819	-6.395	18.845	0.001	-0.002	0
O	1.951	2.869	23.025	-0.001	0.001	-0.007
O	25.633	2.847	15.798	0.009	-0.001	0
O	30.819	-4.079	21.687	0.003	-0.002	0.003
O	19.166	-19.214	25.522	0.004	0.002	0.003
O	7.301	-1.177	25.847	0.004	0	0

Results
free energy: -248711.862 eV
free energy less fixed offsets of O -568.88, Si -635.61 eV per atom: 3.598 eV

The program warned: the cutoff lies below the one the program advises for these potential files; the exchange-correlation potential is rough where the density is thin.
